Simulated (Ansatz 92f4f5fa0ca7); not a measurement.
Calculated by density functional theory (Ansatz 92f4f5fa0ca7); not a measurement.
Periodic cell of 252 atoms, Si144O100N8, from a study of silicon, its oxide and their interface. The atomic structure is a simulated model.

Settings
functional: r2SCAN
potential files: Ansatz norm-conserving
basis: plane waves
wave-function cutoff: 1300 eV
density cutoff ratio: 4
exchange-correlation grid ratio: 1
k mesh: 2 x 2 x 1, shifted by 0.5 0.5 0.5 of a step
self-consistency stop: 5e-08 eV per atom in the density residual
occupations: Fermi-Dirac, 0.05 eV
spin: none
net charge: 0

Cell vectors (angstrom)
a 10.888 0 0
b 0 10.888 0
c 0 0 35.298

Atoms: element, x, y, z (angstrom)
Si -0.2072 0.3199 0.0665
Si 2.3903 2.8518 0.063
Si 0.3233 5.1844 -0.0008
Si 3.1264 8.0158 0.0197
Si 5.8855 -0.0061 0.1869
Si 8.5014 2.5243 0.1059
Si 5.1608 5.653 -0.0173
Si 7.9127 8.5443 0.0091
Si 1.2846 1.4093 1.4949
Si 4.0377 4.061 1.2938
Si 1.4804 6.8182 1.2654
Si 4.2275 9.6092 1.3411
Si 7.0297 1.411 1.5681
Si 9.6404 4.1098 1.3882
Si 6.7836 6.8574 1.2466
Si 9.533 9.593 1.3519
Si -0.0091 2.7653 2.8703
Si 2.7576 0.0106 2.6804
Si 0.0458 8.1632 2.6084
Si 2.7469 5.4404 2.7253
Si 5.4599 2.7589 2.6786
Si 8.2918 -0.0046 2.8906
Si 5.5034 8.1915 2.739
Si 8.1757 5.4971 2.6161
Si 1.396 4.1243 4.145
Si 4.104 1.3852 4.0486
Si 1.3869 9.5203 4.0225
Si 4.117 6.8123 4.0731
Si 6.8151 4.1339 4.0231
Si 9.5753 1.3841 4.23
Si 6.8494 9.5166 4.1438
Si 9.5453 6.8321 4.0055
Si 0.07 -0.0234 5.4753
Si 2.7578 2.7234 5.4609
Si -0.0224 5.481 5.4291
Si 2.7281 8.1667 5.4086
Si 5.4399 0.0151 5.4287
Si 8.1252 2.7606 5.4503
Si 5.4711 5.4491 5.4385
Si 8.2184 8.1477 5.4636
Si 1.4009 1.3515 6.8296
Si 4.115 4.083 6.8207
Si 1.3427 6.838 6.7775
Si 4.0672 9.5419 6.7801
Si 6.7794 1.3737 6.8034
Si 9.5042 4.1081 6.7944
Si 6.833 6.7846 6.8087
Si 9.5647 9.5234 6.8307
Si -0.0365 2.705 8.1279
Si 2.712 -0.0337 8.2036
Si 0.0364 8.1787 8.2078
Si 2.6826 5.4487 8.1142
Si 5.4274 2.6865 8.2084
Si 8.1637 0.0166 8.1454
Si 5.4518 8.1792 8.1088
Si 8.1672 5.4331 8.2064
Si 1.3153 4.068 9.4647
Si 4.0571 1.3 9.5704
Si 1.3319 9.5579 9.6353
Si 4.0096 6.8746 9.4285
Si 6.8214 4.022 9.5513
Si 9.5155 1.3522 9.5393
Si 6.8242 9.51 9.4881
Si 9.5571 6.8087 9.5358
Si -0.0933 0.0161 11.0107
Si 2.5813 2.6531 10.8339
Si 0.0021 5.4134 10.8782
Si 2.7266 8.184 10.9514
Si 5.4491 -0.0959 10.8901
Si 8.1926 2.6546 10.9778
Si 5.3437 5.455 10.6763
Si 8.2454 8.2282 10.8721
Si 1.2108 1.423 12.3827
Si 3.9682 4.0928 11.9881
Si 1.3334 6.7822 12.2408
Si 4.114 9.5094 12.3692
Si 6.8165 1.1874 12.2761
Si 9.5686 4.0872 12.313
Si 6.768 6.7877 11.9278
Si 9.4852 9.5449 12.4837
Si -0.1315 2.7921 13.9381
Si 2.6896 0.0921 13.6507
Si 0.0474 8.0689 13.7316
Si 2.6548 5.3242 13.4839
Si 5.3582 2.7239 13.1977
Si 7.9798 -0.0745 13.9827
Si 5.6043 7.9804 13.5052
Si 7.982 5.4595 13.35
Si 1.6211 4.0077 15.1763
Si 3.8972 1.8241 14.7543
Si 1.4653 9.545 15.0414
Si 4.5017 6.2139 14.5627
Si 6.6736 3.9711 14.6375
Si 8.9061 1.7555 15.2615
Si 6.7967 9.003 15.3091
Si 9.0851 6.9245 14.7631
Si -15.561 -8.9023 16.7453
Si 17.2671 8.1353 29.876
Si 1.751 31.67 25.5514
Si 40.7515 -20.5315 28.2471
Si -0.9622 7.2006 33.2787
Si 13.1891 -0.7429 17.9174
Si 14.9409 6.4045 23.7545
Si 3.953 -6.6134 21.4411
Si 5.4482 25.6079 28.2035
Si 19.3306 9.3925 27.7429
Si 6.9437 25.9808 33.1727
Si 1.831 13.614 20.1295
Si 10.5179 21.7778 17.0276
Si 31.0995 36.0216 26.4968
Si -0.4286 16.5957 16.9517
Si 9.1447 8.2108 17.3532
Si -6.6812 12.225 33.3846
Si -6.9002 -2.5105 16.6621
Si -8.2562 7.5945 19.1734
Si 3.3358 -10.3753 21.5178
Si 8.8199 16.7014 24.9609
Si -30.4747 -10.0641 28.0748
Si -27.2226 2.5612 31.07
Si -0.5205 -2.8611 25.9357
Si 3.253 -16.2046 26.7583
Si -8.549 -0.9653 30.3236
Si -2.2802 15.8975 22.0543
Si 8.2637 20.5764 24.7495
Si 29.8463 0.6054 22.4057
Si 25.3813 -13.3041 21.8261
Si -2.4495 5.9115 19.1058
Si -7.3295 -2.8975 28.5977
Si -2.5823 16.944 31.2834
Si 4.3686 4.0692 16.5207
Si 6.4573 -3.3164 24.7806
Si 5.4653 -0.5315 17.9368
Si 8.3615 3.9838 29.0544
Si 5.1566 -0.3428 31.2556
Si -28.1341 9.5034 26.1769
Si 5.9 -0.8574 20.9161
Si 5.918 -17.7574 19.1108
Si -19.6949 4.8998 17.9868
Si -0.4916 24.1505 21.8554
Si -4.454 3.0349 21.7065
Si -9.1834 1.4119 23.8927
Si -16.5418 1.1127 27.364
Si -9.5989 9.4245 33.2732
Si 1.4411 13.9587 26.3844
O -3.5735 -2.2283 28.6499
O -2.3722 -19.7914 26.8433
O 5.997 -12.0413 19.3292
O 5.4065 1.2244 34.4788
O 12.7281 19.8974 19.0036
O 3.8974 -0.561 30.3062
O -27.4316 10.9662 26.1203
O 18.0305 -14.8628 30.5916
O -5.213 -6.079 33.9759
O -10.626 19.0995 33.2856
O 8.7821 4.8678 30.3139
O 11.488 -0.2309 34.0574
O 14.4641 5.9732 25.2258
O -22.1307 7.3509 17.1197
O 1.0173 -2.4106 25.8084
O 1.3675 4.0116 34.7664
N -5.3609 9.2399 16.5736
N 3.1037 3.1256 15.6575
O -7.0944 18.0342 15.6868
O 7.5845 28.4754 25.5375
O 20.4553 20.6289 17.6949
O 2.8956 6.8569 27.6635
O -36.1902 -0.5422 21.5155
N 11.9187 4.8747 16.6247
O 3.3422 -3.1161 23.2511
O 11.0311 10.3656 15.5857
O 23.5464 6.2399 18.8545
O 4.9341 29.3517 29.3723
O -3.8052 1.8586 22.5492
O -0.7219 -26.218 25.6265
O 2.8077 20.756 21.6448
O -13.3947 7.4635 18.5851
O -3.1124 24.9799 34.1157
O 6.5576 25.2525 31.783
O 19.4734 4.2715 25.3869
O -5.9043 -7.6696 29.6609
N 8.2246 8.0663 15.8555
N 2.5272 -1.5791 16.4114
O 9.5719 6.9537 31.7209
O 14.6861 -9.8772 28.0926
O 20.494 12.1938 16.7097
O -5.4348 -2.6567 25.8551
O 13.0884 24.0797 25.1633
O -9.7369 10.8501 24.3895
O 6.529 -10.1897 17.6745
O 3.8439 -11.0683 18.1692
O -9.8613 0.2855 17.8502
N 5.3833 15.8116 15.3946
O 2.6161 23.0874 20.2899
O 3.1104 18.3244 20.6895
O 9.6992 30.1995 27.3787
O -0.4718 -5.0433 34.0303
O 19.7726 16.8236 23.346
O 17.4953 2.8929 20.08
O 15.8091 11.3095 21.1866
O -28.2524 21.6373 32.7041
O -23.7302 10.7674 28.4804
O -2.4795 21.9282 23.9145
O 0.2807 13.3835 20.4454
O 9.5509 5.5734 15.6237
O 12.5259 11.0991 29.4667
N -3.4366 2.7117 15.7016
O -4.7344 -12.478 31.0088
O 4.1354 6.8348 34.7647
O -13.9377 -1.0071 26.3057
O 3.9082 7.7867 18.1811
O 1.6594 20.754 31.7753
O -0.0983 -7.8133 25.9286
O 9.6456 19.759 24.7565
O -5.8522 23.0861 15.8206
O 5.6536 17.5021 23.7885
O -3.7963 15.3434 22.1192
N -5.4565 -7.6357 17.6191
O -3.8717 16.0721 18.8123
O 1.5608 2.2783 27.7907
O -12.2073 1.4089 34.8336
O 4.8674 24.8723 22.0558
O 6.8558 9.7204 34.8003
O -2.2315 18.7833 34.0124
O 6.92 15.3334 28.4588
O 7.1426 8.7988 23.995
O 5.4499 -19.0917 27.0471
O 3.7771 5.3591 22.5868
O -2.0921 -5.0363 20.681
O -6.2091 15.5448 20.0057
O -27.4679 8.7621 21.6353
O 9.4539 -6.6932 27.8843
O 34.6865 -6.3458 26.653
O 2.452 3.7716 21.1859
O 9.6415 -5.7091 18.2581
O 3.5768 -16.6683 17.4399
O 12.8535 14.3386 18.6953
O -8.2895 -2.0204 34.0346
O -7.6026 -12.1854 25.1698
O 29.6022 5.4611 32.7085
O 20.3105 11.9881 21.6942
O 17.4262 -10.1379 28.2553
O -26.7074 -9.8603 30.9134
O 3.9869 9.2409 27.6699
O 12.5572 -0.165 26.9239
O 9.6008 -7.1434 22.1024
O 4.4947 -5.9347 27.589
O -7.9084 1.2265 22.9175
O -8.0058 -9.0908 34.189
O 4.2683 2.4444 32.1945
O -2.5927 -30.2803 29.3976
O 2.3663 -2.4227 29.6029
O -10.36 2.1507 23.0797

Results
free energy: -65710.197 eV
free energy less fixed offsets of N -289.75, O -463.61, Si -117.95 eV per atom: -46.397 eV
pressure: -0.02 GPa
stress xx, yy, zz, yz, xz, xy (GPa, positive in tension): 0.15, -0.01, -0.08, -0.39, -0.7, -0.23

Forces (eV/angstrom), in the order of the atoms: element, x, y, z
Si -0.0118 0.005 0.0896
Si -0.0143 0.0517 0.1406
Si 0.005 -0.019 0.1007
Si 0.0202 -0.0552 0.1226
Si 0.0383 -0.071 0.1258
Si 0.0411 -0.027 0.1003
Si -0.011 0.0359 0.1493
Si -0.0152 -0.0019 0.0984
Si -0.0015 0.0103 -0.0022
Si 0.0077 -0.0133 0.0065
Si -0.0088 0.0073 0.0142
Si 0.0011 0.0169 0.0062
Si -0.0157 -0.0092 -0.0006
Si 0.0057 0.0046 -0.0036
Si 0.0113 0.0109 -0.0059
Si 0.0036 0.0055 0.0101
Si 0.006 -0.0056 0.0233
Si -0.0038 0.0006 0.0035
Si 0.0034 0.0007 0.0199
Si 0.008 0.0036 -0.0031
Si 0.0114 0.0146 0.013
Si 0.0036 0.0126 0.0083
Si -0.0043 -0.0256 -0.0047
Si -0.0082 -0.0012 0.0116
Si -0.0043 0.0209 0.0014
Si 0.0175 0.0134 -0.0055
Si -0.0113 0.0149 -0.0001
Si -0.0096 0.01 -0.0182
Si 0.0091 -0.0138 -0.0113
Si 0.0092 -0.0035 0.0218
Si 0.0029 -0.0089 -0.0084
Si 0.004 -0.0142 -0.0073
Si 0.003 -0.0004 0.0136
Si -0.0005 -0.0093 0.0039
Si -0.0115 0.0131 0.0126
Si 0.0094 -0.0249 -0.0007
Si -0.0227 0.002 0.0013
Si -0.0186 0.0342 0.0112
Si 0.0178 -0.0034 -0.0114
Si 0.008 -0.0048 0.0087
Si 0.0017 0.0002 -0.007
Si 0.0014 0.0223 -0.0015
Si 0.0149 -0.0033 -0.0108
Si 0.0191 -0.0125 -0.0087
Si 0.0009 0.0088 -0.0044
Si -0.0034 -0.0092 -0.0004
Si -0.0177 -0.004 -0.0048
Si 0.0142 0.0073 -0.0045
Si 0.0282 -0.0009 -0.0048
Si -0.0069 0.0258 0.0113
Si -0.0089 -0.0108 0.0093
Si -0.0135 0.027 -0.0009
Si -0.0003 -0.0096 0.0119
Si -0.0003 -0.026 0.0057
Si -0.004 -0.01 -0.0025
Si 0.0045 0.0021 0.0041
Si 0.0151 -0.0001 -0.0135
Si -0.0167 0.0002 0.0178
Si 0.0093 -0.019 -0.0116
Si 0.0148 -0.0093 -0.0029
Si 0.0274 -0.0056 0.0307
Si -0.0007 0.023 0.0205
Si -0.0243 -0.0019 0.0036
Si 0.0109 0.0202 -0.0203
Si 0.0159 -0.0358 -0.0033
Si 0.0063 0.0009 0.0088
Si -0.0065 0.0217 -0.0212
Si -0.019 -0.007 0.0071
Si 0.0243 0.0075 0.0326
Si -0.0601 0.0298 0.0053
Si -0.0446 0.0111 0
Si 0.0473 -0.0301 0.0168
Si -0.0149 0.017 -0.0431
Si -0.0138 -0.0101 -0.0746
Si -0.0013 0.0224 -0.019
Si 0.0235 -0.0104 -0.0311
Si 0.0139 0.03 -0.0455
Si 0.0452 -0.0108 -0.0441
Si -0.0141 0.0239 -0.055
Si -0.0262 -0.0033 0.0174
Si -0.01 0.0148 0.0824
Si 0.074 -0.0472 0.0421
Si -0.0162 -0.0619 -0.0341
Si -0.0293 -0.0146 -0.0225
Si 0.1043 -0.0432 -0.1443
Si -0.0784 -0.0983 -0.0258
Si 0.038 -0.0143 0.032
Si 0.0187 -0.0222 0.0796
Si -0.069 0.0379 -0.1431
Si 0.019 0.025 -0.0768
Si -0.0075 -0.037 -0.1511
Si -0.0075 0.034 -0.1541
Si -0.0441 -0.0167 -0.1961
Si -0.0302 0.0494 -0.0642
Si 0.0486 0.0804 -0.0969
Si 0.0981 0.1024 0.0736
Si 0.0145 -0.0071 -0.3147
Si 0.0188 -0.042 0.225
Si 0.0225 0.0359 0.0023
Si -0.0083 0.063 0.1467
Si 0.0067 0.0186 0.2817
Si 0.0653 -0.107 -0.3284
Si -0.0117 -0.0165 -0.0935
Si -0.0094 0.0058 -0.2206
Si 0.0041 -0.0166 0.1838
Si -0.0574 -0.0362 0.149
Si -0.0166 0.0084 0.2445
Si 0.0168 0.0518 -0.2664
Si -0.0998 0.035 -0.1535
Si -0.039 -0.0107 0.0991
Si 0.0561 -0.0693 -0.2882
Si -0.0155 -0.0175 -0.2608
Si -0.0439 0.014 0.2515
Si -0.0152 0.0141 -0.3109
Si 0.007 0.0122 -0.2814
Si 0.0083 0.0112 -0.1747
Si -0.0317 -0.0229 -0.0509
Si 0.0348 -0.034 0.1798
Si 0.0264 0.0057 0.2472
Si -0.0251 0.0212 0.0722
Si 0.0448 0.017 0.0823
Si -0.0068 -0.0317 0.3017
Si -0.012 0.0463 -0.2327
Si -0.0345 0.0394 -0.0141
Si -0.0405 -0.0165 -0.1359
Si -0.0113 -0.02 -0.2192
Si -0.007 0.0708 -0.2949
Si -0.0018 0.0259 0.2205
Si 0.0416 0.0549 0.2606
Si -0.0936 -0.0626 -0.2942
Si -0.0272 -0.0125 -0.0297
Si 0.0123 -0.0742 -0.4103
Si -0.0441 0.0744 0.235
Si -0.0367 0.0327 0.1803
Si -0.0009 0.0045 0.1062
Si -0.0108 -0.0198 -0.2677
Si 0.0077 -0.0001 -0.3383
Si -0.0545 0.0072 -0.3068
Si 0.0285 0.014 -0.1736
Si -0.0082 -0.0202 -0.1992
Si 0.0211 0.0179 -0.1112
Si -0.026 0.0537 0.0687
Si -0.0557 -0.0302 0.2668
Si 0.0197 -0.0127 0.0484
O 0.0727 0.0542 -0.125
O 0.0179 -0.001 -0.0535
O 0.0081 -0.0081 0.2327
O -0.0474 0.0789 -0.1444
O -0.0065 -0.0213 0.1543
O -0.0347 -0.0221 -0.1086
O -0.0047 -0.0231 -0.0325
O -0.0538 0.046 -0.1135
O 0.0794 -0.0693 -0.1751
O 0.0124 0.0043 -0.0939
O 0.0009 -0.0952 -0.152
O 0.0567 -0.0444 -0.1172
O -0.0173 -0.0006 0.0132
O 0.0018 0.0231 0.0206
O 0.0035 -0.019 -0.0116
O 0.0084 0.0102 -0.069
N -0.0441 0.0734 0.1943
N 0.1318 -0.0101 0.2616
O -0.009 0.0845 0.1382
O 0.0245 0.009 0.0024
O 0.0329 0.0137 0.0964
O -0.0168 -0.0326 -0.0756
O 0.0463 0.03 0.0907
N -0.0826 0.0759 0.2195
O 0.0025 -0.0498 0.0826
O 0.0067 0.0654 0.1054
O 0.0385 0.0215 0.1117
O -0.0535 -0.008 -0.0776
O 0.0257 -0.0139 0.0373
O 0.0259 0.0035 0.0029
O -0.0038 0.0166 0.0674
O -0.0293 -0.0479 0.1113
O -0.0616 0.0563 -0.1439
O -0.0357 -0.0239 -0.1589
O 0.0036 -0.0026 -0.0156
O -0.0049 0.0316 -0.1715
N 0.0576 -0.1003 0.1389
N 0.0066 0.0734 0.1661
O -0.0581 -0.0364 -0.1585
O 0.0068 -0.018 -0.0408
O 0.0392 -0.0391 0.0712
O 0.0088 -0.0054 -0.0257
O -0.0056 0.01 0.0174
O -0.0219 -0.0184 0.0292
O 0.0147 -0.0158 0.1371
O 0.0276 0.0392 0.1612
O -0.0138 0.0288 0.1006
N -0.0471 0.0075 0.3008
O 0.0282 -0.0168 0.1058
O 0.0397 0.0532 0.2143
O 0.0252 -0.0087 -0.062
O -0.0417 0.0554 -0.1362
O 0.0129 0.0313 0.1031
O 0.0223 -0.0411 0.1809
O -0.0265 0.0182 0.0727
O 0.008 -0.0417 -0.153
O -0.0035 -0.0072 -0.0449
O 0.0297 -0.0383 0.0658
O -0.0597 -0.0164 0.114
O -0.0604 -0.0198 0.0861
O 0.0053 0.0479 -0.1462
N -0.0643 -0.0846 0.3157
O 0.0173 -0.0489 -0.0882
O -0.0132 0.0115 -0.0587
O 0.0064 -0.0122 -0.0597
O -0.0396 -0.0551 0.1986
O 0.0709 0.0347 -0.2338
O 0.0187 0.0055 -0.0335
O -0.012 -0.0011 -0.0083
O 0.0665 0.0533 0.1804
O 0.0095 0.0082 0.0253
O 0.0307 0.0167 0.0876
N 0.0253 0.044 0.2702
O 0.0255 0.0102 0.1071
O -0.0203 0.0258 -0.0529
O -0.0076 0.0156 -0.0471
O -0.0253 -0.0137 0.0716
O 0.0071 -0.0092 -0.068
O 0.056 -0.0524 -0.1334
O -0.0086 -0.0095 -0.0726
O 0.0093 -0.0019 0.0143
O -0.0013 -0.0084 -0.0467
O 0.0094 0.0413 0.0923
O 0.0109 -0.064 0.2359
O -0.0521 -0.0141 0.1514
O -0.0304 -0.0226 0.0841
O 0.0218 -0.0246 -0.1009
O -0.0271 -0.0109 -0.0248
O 0.0046 0.0071 0.0878
O -0.0428 -0.0319 0.155
O -0.0343 0.0683 0.1194
O 0.0247 -0.0594 0.1982
O -0.0309 0.0651 -0.1397
O -0.0213 -0.0038 -0.0246
O 0.0043 0.0066 -0.1301
O -0.0025 -0.0011 0.0584
O -0.0127 -0.0241 -0.0487
O 0.017 0.0085 -0.0821
O 0.0155 0.0442 -0.0933
O -0.0198 -0.0244 -0.0656
O 0.0015 -0.0189 0.0503
O -0.0362 0.0086 -0.0637
O -0.035 0.0024 0.0867
O 0.0708 -0.0767 -0.1454
O 0.0345 0.0291 -0.1391
O 0.0128 -0.0405 -0.0885
O 0.0251 -0.0308 -0.0968
O 0.0186 -0.0215 0.0655
